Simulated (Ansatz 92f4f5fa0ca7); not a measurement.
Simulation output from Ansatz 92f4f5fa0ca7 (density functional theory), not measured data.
Periodic cell of 226 atoms, Si134O92, from a study of silicon, its oxide and their interface. The atomic structure is a simulated model.
Doubt: the cutoff is far below the 930 eV that the study's wrapper takes by default for these files, so forces and energies are approximate.
This geometry differs little from another in the collection (a relaxation step or a small displacement).

Settings: functional PBE; potential files Ansatz PAW; basis plane waves; wave-function cutoff 580 eV; density cutoff ratio 5; exchange-correlation grid ratio 1; k mesh 1 x 1 x 1, Gamma-centred; self-consistency stop 5e-08 eV per atom in the density residual; occupations fixed; spin none; net charge 0.

Cell vectors (angstrom)
a	10.938	0	0
b	0	10.938	0
c	0	0	32.9023

Atoms: element, x, y, z (angstrom)
Si	-0.1506	0.1947	25.3751
Si	5.8576	-0.3017	25.4531
Si	2.5496	2.9835	25.5127
Si	8.5904	2.4444	25.5574
Si	0.2735	5.1049	25.6409
Si	5.2408	5.6844	25.3732
Si	2.9885	7.9327	25.2362
Si	8.0916	8.3977	25.2954
Si	1.4233	1.3202	26.745
Si	6.9303	1.3052	26.7877
Si	4.1296	4.1457	26.7881
Si	9.6679	3.9811	26.9544
Si	1.4476	6.831	26.7059
Si	6.8915	6.8234	26.6481
Si	4.1614	9.4893	26.651
Si	9.6195	9.55	26.6954
Si	2.7992	-0.0647	28.0715
Si	8.2667	-0.0543	28.1471
Si	0.0972	2.6241	28.2167
Si	5.5032	2.7109	28.0943
Si	2.7518	5.4787	28.1503
Si	8.2157	5.4496	28.1019
Si	0.036	8.1794	28.0746
Si	5.5114	8.1578	28.0891
Si	4.1018	1.3673	29.4841
Si	9.5708	1.3673	29.4841
Si	1.3673	4.1018	29.4841
Si	6.8362	4.1018	29.4841
Si	4.1018	6.8362	29.4841
Si	9.5708	6.8362	29.4841
Si	1.3673	9.5708	29.4841
Si	6.8362	9.5708	29.4841
Si	0	0	30.8513
Si	5.469	0	30.8513
Si	2.7345	2.7345	30.8513
Si	8.2035	2.7345	30.8513
Si	0	5.469	30.8513
Si	5.469	5.469	30.8513
Si	2.7345	8.2035	30.8513
Si	8.2035	8.2035	30.8513
Si	1.3673	1.3673	32.2186
Si	6.8362	1.3673	32.2186
Si	4.1018	4.1018	32.2186
Si	9.5708	4.1018	32.2186
Si	1.3673	6.8362	32.2186
Si	6.8362	6.8362	32.2186
Si	4.1018	9.5708	32.2186
Si	9.5708	9.5708	32.2186
Si	2.7345	0	0.6835
Si	8.2035	0	0.6835
Si	0	2.7345	0.6835
Si	5.469	2.7345	0.6835
Si	2.7345	5.469	0.6835
Si	8.2035	5.469	0.6835
Si	0	8.2035	0.6835
Si	5.469	8.2035	0.6835
Si	4.1018	1.3673	2.0507
Si	9.5708	1.3673	2.0507
Si	1.3673	4.1018	2.0507
Si	6.8362	4.1018	2.0507
Si	4.1018	6.8362	2.0507
Si	9.5708	6.8362	2.0507
Si	1.3673	9.5708	2.0507
Si	6.8362	9.5708	2.0507
Si	0	0	3.418
Si	5.469	0	3.418
Si	2.7345	2.7345	3.418
Si	8.2035	2.7345	3.418
Si	0	5.469	3.418
Si	5.469	5.469	3.418
Si	2.7345	8.2035	3.418
Si	8.2035	8.2035	3.418
Si	1.428	1.3032	4.8259
Si	6.7495	1.4224	4.8169
Si	4.0148	4.147	4.8129
Si	9.5169	4.1675	4.7102
Si	1.3385	6.8624	4.8218
Si	6.7753	6.9072	4.6679
Si	4.0367	9.6337	4.8717
Si	9.512	9.629	4.7607
Si	2.753	0.0282	6.4915
Si	8.0592	-0.0091	6.1413
Si	-0.1764	2.6396	5.9384
Si	5.3472	2.7897	6.2227
Si	2.5926	5.4609	6.2824
Si	8.1754	5.6153	5.9705
Si	-0.0556	8.263	6.1218
Si	5.3786	8.1375	6.0799
Si	3.7579	1.8849	7.8102
Si	9.641	1.1814	7.384
Si	1.2108	3.7632	7.3747
Si	6.6603	4.4492	7.2422
Si	4.346	6.5532	7.5029
Si	9.2599	7.1514	7.4046
Si	0.9123	9.8228	7.5914
Si	6.9277	9.291	7.3799
O	5.5321	5.4647	7.9232
O	-0.0466	0.1982	7.7051
O	2.37	2.8237	8.0671
O	8.1319	8.2522	7.8297
O	2.2765	8.5446	23.8522
O	8.1388	5.4913	22.8146
O	6.9463	9.524	24.8532
O	1.3877	4.0528	24.9958
O	6.1532	9.8807	8.6552
O	-0.2546	4.1524	8.7671
O	0.7389	9.2124	9.1092
O	7.8046	3.9423	8.3203
O	9.8007	6.5786	8.8658
O	4.4812	1.8795	9.2932
O	3.8218	7.2751	8.8899
O	9.3314	1.8778	8.8554
O	5.2699	0.5257	24.1673
O	8.0143	3.2701	24.2818
O	11.7446	6.6866	19.77
O	5.8991	4.8728	24.0986
O	8.8273	7.8032	23.9118
O	3.306	2.3865	24.1839
O	4.1284	6.794	24.7981
O	11.4079	-0.4451	23.9797
Si	11.7909	9.0924	10.7328
Si	7.1409	15.3595	11.4572
Si	8.2959	11.4048	15.0374
Si	2.1071	13.1565	19.2747
Si	4.7762	13.5756	10.7397
Si	1.7556	-2.3587	17.5622
Si	5.0071	1.493	18.7165
Si	0.865	-0.5925	20.0554
Si	-0.7592	7.7335	12.9443
Si	-3.1441	-1.8764	16.5499
Si	9.1999	2.5211	16.6502
Si	8.9849	3.3879	9.2573
Si	6.5902	10.0824	10.2841
Si	10.9307	5.6543	9.5515
Si	1.7481	9.0351	14.4717
Si	4.0199	12.1144	23.3644
Si	5.3706	3.0373	21.3246
Si	-3.7667	7.6034	12.0038
Si	-1.8924	-1.8098	19.1571
Si	11.4459	5.6945	21.0273
Si	6.3943	2.3459	15.946
Si	16.6009	4.4461	14.0724
Si	0.0676	4.897	12.6336
Si	10.3859	2.2851	13.9415
Si	1.7193	9.9063	23.0899
Si	3.1543	4.6781	12.1454
Si	5.9947	6.9332	15.9848
Si	-4.818	9.5547	18.9431
Si	10.6416	6.8026	18.566
Si	4.344	7.0372	18.5629
Si	-0.2484	3.9062	18.7512
Si	4.5704	0.1516	12.1228
Si	12.4919	11.3552	12.6532
Si	2.7585	6.9721	10.0869
Si	7.1959	4.2627	23.3073
Si	9.4046	6.3873	23.2944
Si	4.6961	-2.3182	13.8218
Si	3.2521	4.8316	20.7236
O	9.0496	-1.5759	17.5404
O	-4.4775	9.6283	17.3398
O	11.7267	1.7657	13.1527
O	10.4906	6.2026	13.42
O	3.8196	5.8625	19.5815
O	12.4302	6.2139	9.2976
O	7.5381	11.2814	10.5719
O	-3.4185	-3.4649	16.2956
O	5.9033	3.8208	10.5593
O	15.2015	4.7741	13.3184
O	-1.2751	1.3348	24.944
O	5.1373	8.1762	15.3384
O	8.9247	11.8525	16.5041
O	3.0544	8.2574	13.791
O	5.0307	10.1263	10.9152
O	2.0109	5.4323	21.6308
O	13.2444	8.3302	10.8616
O	1.2704	-1.242	21.5251
O	1.1154	3.101	18.3143
O	5.5487	2.6487	19.7515
O	3.0262	7.6393	17.8579
O	1.9319	-1.7566	16.0792
O	0.7195	10.5113	11.514
O	2.934	0.0313	23.0559
O	3.3724	3.3778	11.1864
O	0.3784	7.715	17.4248
O	-0.5382	13.7378	15.5321
O	-2.3977	7.8887	12.9286
O	7.2491	6.047	11.433
O	5.1831	8.2493	19.3106
O	5.2882	6.4127	17.3748
O	5.7508	7.8006	12.8491
O	10.7222	5.247	11.07
O	-0.4858	6.488	22.0464
O	-1.6599	1.0656	13.8667
O	-0.5408	5.3111	17.9555
O	8.1125	9.7904	15.1177
O	6.8567	4.0121	13.0232
O	4.5549	4.4339	21.6043
O	8.5268	3.7671	10.7657
O	7.5532	9.444	19.763
O	10.6771	8.0901	11.4004
O	7.7587	14.1676	16.2715
O	1.7843	10.5878	14.0469
O	0.2457	8.5323	13.991
O	10.0825	3.6515	13.1035
O	14.3024	5.9912	11.2052
O	-3.7983	8.5628	10.7189
O	-0.1899	4.32	20.3657
O	6.8098	12.0651	14.9383
O	13.9374	11.5421	11.9671
O	16.2703	3.2689	15.1468
O	6.8049	3.3445	22.0232
O	5.2607	12.5762	11.9413
O	5.3548	10.9449	19.3159
O	3.383	1.5783	18.4925
O	9.5232	2.9026	18.2059
O	1.2565	11.9521	20.026
O	1.6435	9.6692	18.7828
O	10.2517	5.6522	24.4483
O	6.1538	5.7327	14.9214
O	4.6121	1.7565	21.9823
O	2.7028	14.2964	20.2695
O	-0.7489	20.9968	19.872
O	4.8138	-0.6966	13.5236
O	5.7261	1.7578	17.2967
O	1.6679	4.6426	12.8179
O	9.3395	7.5076	19.2692

Results
free energy: -137503.597 eV
free energy less fixed offsets of O -568.88, Si -635.61 eV per atom: 5.103 eV

Forces (eV/angstrom), in the order of the atoms: element, x, y, z
Si	-0.0011	0.0009	0
Si	0.0006	-0.0012	0.0037
Si	-0.0026	0.0013	0.0009
Si	0.0009	-0.0008	0.0025
Si	-0.0011	-0.0002	0.0005
Si	-0.0035	0.003	-0.0036
Si	0.0011	-0.0002	0.0013
Si	-0.0005	0.0028	-0.0035
Si	-0.0003	0.0013	0.0032
Si	0.0013	-0.0021	0.001
Si	-0.0018	0.0001	0.003
Si	-0.0001	-0.0003	0.0009
Si	0.002	-0.0007	0.0023
Si	-0.0006	-0.0007	0.0028
Si	0.0008	-0.0017	0.0009
Si	0.0001	0.0004	0.0026
Si	-0.0009	0.0007	-0.0007
Si	-0.0005	0.0005	-0.0001
Si	0.0012	-0.0007	-0.0008
Si	-0.0002	0.0005	0.0002
Si	-0.0004	0.0003	-0.0008
Si	0.0005	-0.0006	0.0006
Si	0	0.0005	-0.0007
Si	-0.0009	0.0014	0.0013
Si	0.1075	-0.1302	-0.2835
Si	0.1271	-0.4366	0.5776
Si	0.2616	0.0049	0.3805
Si	-0.0074	-0.0088	-0.0972
Si	0.2498	0.07	0.1602
Si	0.0727	0.0162	-0.2644
Si	0.1184	-0.0815	-0.2844
Si	0.0137	-0.1989	-0.0077
Si	-0.1266	0.0707	0.037
Si	0.0238	0.0106	-0.0234
Si	-0.0169	0.154	0.0204
Si	0.0051	0.0279	-0.0411
Si	-0.0344	-0.0367	-0.0236
Si	-0.0627	0.0217	-0.0031
Si	0.0436	0.0441	-0.0191
Si	-0.0656	0.0515	-0.0038
Si	0.0156	-0.0839	-0.0217
Si	0.0318	0.0234	-0.0256
Si	0.0874	-0.0714	0.0014
Si	-0.0047	-0.0171	-0.0152
Si	-0.0071	-0.0256	-0.0257
Si	0.0585	-0.0536	-0.02
Si	-0.0188	-0.0115	-0.0136
Si	0.0915	-0.059	-0.0046
Si	0.0024	0.0453	0.0441
Si	-0.0762	0.0189	0.0093
Si	-0.0472	0.0682	0.01
Si	0.0085	0.0282	0.0081
Si	-0.0431	0.0159	0.0202
Si	-0.0388	0.0396	0.0505
Si	-0.0505	0.0047	0.0058
Si	-0.0289	0.0556	0.0016
Si	0.0353	-0.0158	0.0064
Si	0.0883	0.012	0.0564
Si	-0.0344	-0.0547	0.0403
Si	-0.0843	-0.1759	-0.0313
Si	0.0893	-0.0539	0.0175
Si	0.0715	0.0299	-0.0092
Si	-0.0959	-0.0942	-0.0191
Si	0.1269	-0.051	-0.0142
Si	0.222	-0.0524	0.0001
Si	-0.306	0.0706	0.3251
Si	-0.037	-0.1359	0.1212
Si	-0.4964	0.034	-0.0551
Si	0.213	0.2772	-0.1806
Si	-0.4168	-0.1656	-0.2494
Si	-0.093	0.2998	0.4166
Si	0.0293	0.4887	-0.6118
Si	-0.0028	0.0041	0.0024
Si	0.0063	-0.0005	0.0007
Si	0.0023	0.0018	-0.0022
Si	0.0018	-0.0012	-0.0017
Si	0.0054	0.0016	0.0013
Si	-0.0023	-0.0014	0.0027
Si	0.0012	0.0003	0.0008
Si	0.0018	0.0067	0.0048
Si	0.0018	0.0026	0.0029
Si	-0.0039	-0.01	0.0017
Si	0.0116	0.0035	0.0051
Si	-0.0009	0.0018	-0.0017
Si	-0.0006	0.0003	-0.0018
Si	0.0016	0.0027	-0.001
Si	0.0019	0.005	-0.0036
Si	0.0001	-0.0036	-0.0001
Si	-0.0054	-0.0006	-0.004
Si	-0.0032	0.0055	0.0241
Si	0.0632	-0.0332	-0.0519
Si	0	0.0003	0.0081
Si	0.0004	-0.0002	-0.0065
Si	-0.0052	0.0018	0.0079
Si	0.0015	-0.0017	-0.0061
Si	-0.0035	0.0363	0.0182
O	0.0043	-0.0008	0.0023
O	-0.0083	0.005	0.0004
O	-0.0094	0.0037	-0.0103
O	0.0067	-0.0084	-0.0014
O	0.0008	-0.0011	-0.0002
O	-0.0005	0	-0.0012
O	0.0016	-0.0003	-0.0014
O	0.0019	-0.0023	-0.0017
O	0.0213	-0.0197	0.1304
O	-0.1061	0.0024	0.0694
O	0.001	-0.0011	0.0038
O	0.0075	-0.0051	0.0099
O	0.0001	0.0027	-0.0008
O	0.0004	0.0018	0.0098
O	0	-0.0015	0.0057
O	0.0074	0.024	-0.0121
O	0.0015	-0.0008	-0.0015
O	0.0011	-0.0013	-0.0001
O	0.0005	-0.0001	-0.0003
O	-0.0016	0.0017	0.0025
O	-0.0015	0.0012	0.0019
O	-0.0013	0.0019	0.0006
O	0.0019	-0.0026	-0.0011
O	-0.001	0.0006	0.0002
Si	0.0006	0	-0.0087
Si	0.0034	0.0063	-0.0091
Si	0.0021	0.0005	0.0146
Si	-0.0003	-0.0003	0.0035
Si	-0.0075	0.0061	-0.0125
Si	0.0003	-0.0003	0.0041
Si	-0.0007	-0.0008	0.0036
Si	-0.0003	-0.0002	0.0029
Si	0.0067	-0.0007	-0.0038
Si	-0.0008	-0.0019	0.0075
Si	-0.0006	0.0014	0.0049
Si	0.0317	0.0004	-0.0216
Si	0.1113	0.2115	-0.1875
Si	-0.003	-0.0067	-0.0071
Si	-0.0006	-0.0024	0.0027
Si	-0.0005	-0.0003	0.0011
Si	-0.0007	-0.0004	0.0036
Si	0.0048	-0.0133	-0.0002
Si	-0.0005	0.0001	0.0036
Si	-0.0005	0	0.0029
Si	-0.0011	0.0045	0.0051
Si	-0.0008	0.0024	0.0021
Si	0.0008	0.0007	-0.0124
Si	0.0057	0.0051	0.0023
Si	-0.0002	0.0001	0.0012
Si	0.0008	0.0043	-0.0049
Si	-0.0005	-0.0003	0.0038
Si	0	-0.0007	0.0041
Si	-0.0007	0.0007	0.0033
Si	0.0005	0.0011	0.0033
Si	-0.0005	0.0002	0.0039
Si	-0.0315	-0.0198	-0.0143
Si	-0.0034	-0.001	-0.0016
Si	-0.0017	-0.0019	-0.0084
Si	-0.0002	-0.0003	0.0014
Si	0.0022	-0.0011	0.0032
Si	-0.0038	-0.0078	0.0048
Si	-0.0005	0.0004	0.003
O	-0.0004	0.0005	-0.0022
O	0.0003	0.0006	-0.0019
O	-0.0013	-0.0003	0.0014
O	-0.0033	0.0029	0.0049
O	-0.0003	-0.0007	-0.0008
O	-0.0001	0.0004	0.0048
O	-0.1404	-0.1498	-0.0662
O	0.0003	0.0008	-0.0019
O	-0.001	-0.0058	0.0044
O	-0.0003	0	-0.0002
O	0.0003	-0.0001	-0.002
O	0	0.0013	-0.001
O	-0.001	-0.001	-0.0048
O	0.0021	0.001	-0.0003
O	-0.0474	0.0309	0.0561
O	0.0001	0.0001	-0.0008
O	0.0012	0.0018	0.0047
O	0.0003	0.0004	0.0001
O	0.0008	-0.0006	-0.0014
O	-0.0002	0.0007	-0.0007
O	0.0003	-0.0003	-0.0012
O	0.0004	0.0006	-0.0018
O	-0.0006	0.0016	0.0055
O	0.0001	0.0001	-0.0008
O	0.0037	-0.0039	0.0051
O	-0.0008	0	-0.0014
O	-0.0003	-0.0008	-0.0026
O	-0.0024	0.0039	0.0029
O	-0.0008	0.0028	0.0058
O	-0.0003	0.0005	-0.0014
O	-0.0001	0.0002	-0.0015
O	0.001	0.0026	0.0006
O	0.0015	-0.0022	0.0077
O	-0.0014	0.0003	-0.0006
O	-0.0041	-0.0028	-0.004
O	-0.0003	0.0006	-0.0019
O	0.0002	0.0022	-0.0046
O	0.0003	-0.0017	0.0009
O	0.0007	-0.0002	-0.0006
O	0.0012	-0.0032	-0.0117
O	0	0.0004	-0.0014
O	-0.0026	0.0011	0.0072
O	-0.0004	-0.0009	-0.0021
O	0	0.0026	-0.0013
O	-0.0015	0.0008	0.0004
O	-0.0029	-0.0036	0.0015
O	-0.0019	-0.0019	0.0048
O	0.06	-0.0714	0.0454
O	0	0.0005	0
O	0.0004	-0.0019	-0.0039
O	0.0006	0.0047	0.0042
O	0.0007	-0.0012	-0.0006
O	0.0003	0.0007	-0.0009
O	0.0232	0.0008	-0.0068
O	-0.0002	0.0009	-0.0015
O	0.0002	0.0004	-0.0013
O	-0.0007	-0.0003	-0.0018
O	-0.0003	0.0002	-0.001
O	-0.0002	0.0007	-0.0005
O	0.0009	-0.0004	-0.0006
O	0	-0.0014	-0.0017
O	0.0001	0.0001	-0.0011
O	-0.0001	0.0007	-0.0011
O	0.0003	0.0004	-0.0011
O	0.0061	0.0057	0.001
O	0	0.0003	-0.0021
O	0.0027	-0.0006	0.0026
O	-0.0006	-0.0002	-0.001

The program warned: the cutoff lies below the one the program advises for these potential files; the forces do not sum to zero within the program's tolerance; the exchange-correlation potential is rough where the density is thin.
